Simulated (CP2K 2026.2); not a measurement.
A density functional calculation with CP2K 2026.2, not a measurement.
Periodic cell of 504 atoms, Si360O144, from a study of silicon, its oxide and their interface. The atomic structure is a simulated model.
Doubt: the forces sum to 2.87 eV/angstrom along one axis rather than to zero, so they err by at least 0.0057 eV/angstrom per atom on average; the grid cutoff is modest.

Settings
functional: PBE
method: Gaussian and plane waves
basis set: DZVP-MOLOPT-SR-GTH
pseudopotentials: GTH-PBE
grid cutoff: 350 Ry, relative cutoff 50 Ry
k points: Gamma only
occupations: fixed
spin: none
net charge: 0

Cell vectors (angstrom)
a	16.32	0	0
b	0	16.32	0
c	-3.7947	-2.7409	33.4378

Atoms and the computed forces on them: element, x, y, z (angstrom), force x, y, z (eV/angstrom)
Si	-2.019	11.972	33.333	-0.308	0.043	0.75
Si	0.338	-1.567	33.392	-0.113	0.192	0.684
Si	1.178	4.293	0.051	0.177	-0.194	0.758
Si	4.486	6.578	0.057	-0.309	0.048	0.753
Si	1.256	9.698	0.272	0.086	-0.093	0.731
Si	4.018	12.505	0.026	0.042	-0.181	0.73
Si	6.443	15.316	0.026	0.132	-0.052	0.713
Si	9.739	1.03	0.009	-0.11	0.244	0.735
Si	6.519	4.268	0.337	0.078	0.049	0.711
Si	9.282	7.002	0.003	0.146	-0.223	0.756
Si	7.061	9.188	0.113	0.006	0.177	0.762
Si	9.775	12.121	0.214	-0.308	0.14	0.656
Si	12.006	15.197	0.143	0.052	-0.078	0.687
Si	14.6	1.59	0.248	0.186	0.04	0.758
Si	12.459	3.835	0.097	-0.204	0.128	0.769
Si	15.223	6.508	0.093	-0.183	0.21	0.691
Si	8.107	6.999	33.312	0.446	-0.4	0.553
Si	11.496	9.106	33.38	-0.184	0.302	0.768
Si	2.725	-0.041	1.37	0.003	-0.001	-0.07
Si	5.257	2.695	1.432	0.004	-0.063	-0.021
Si	2.761	5.481	1.308	0.05	0.028	-0.046
Si	5.53	8.102	1.486	0.003	0.007	-0.053
Si	2.854	10.933	1.388	0.015	0.039	-0.04
Si	5.439	13.699	1.413	0.002	-0.01	-0.041
Si	8.115	0.006	1.349	-0.016	-0.004	-0.033
Si	10.849	2.663	1.339	-0.001	0.003	-0.041
Si	8.173	5.468	1.434	0.001	0.038	-0.042
Si	10.858	8.158	1.296	-0.014	0.006	-0.059
Si	8.162	10.868	1.36	0.001	-0.016	-0.03
Si	10.884	13.672	1.501	0.007	0.017	-0.015
Si	13.501	0.022	1.534	-0.019	-0.018	-0.028
Si	0.003	2.719	1.362	0.002	0.009	-0.046
Si	13.609	5.417	1.388	-0.005	-0.007	-0.062
Si	0	8.119	1.433	-0.023	-0.027	-0.036
Si	13.624	10.782	1.201	-0.089	-0.012	-0.016
Si	0.04	13.606	1.14	0.038	0.001	-0.069
Si	1.337	1.324	2.697	0.013	0.032	0.002
Si	3.977	4.082	2.778	-0.026	0.038	0.032
Si	1.416	6.8	2.736	0.026	-0.02	0.064
Si	4.141	9.521	2.742	-0.004	-0.002	0.014
Si	1.381	12.293	2.659	-0.023	0.029	0.024
Si	4.082	15.001	2.801	-0.009	0.002	0.028
Si	6.773	1.398	2.714	-0.007	0.001	0.032
Si	9.533	4.061	2.71	0.007	-0.018	0.002
Si	6.85	6.777	2.865	0.001	-0.016	0.037
Si	9.542	9.523	2.732	-0.017	-0.035	0.032
Si	6.796	12.251	2.697	0.018	0.013	-0.005
Si	9.433	14.975	2.785	-0.027	0.014	0.033
Si	12.147	1.377	2.843	-0.005	0.036	0.041
Si	14.981	4.079	2.764	-0.001	-0.02	0.054
Si	12.228	6.811	2.675	-0.011	0	0.003
Si	14.908	9.483	2.705	0.004	0.028	0.026
Si	12.329	12.213	2.657	-0.014	-0.071	0.032
Si	15.004	14.917	2.634	0.035	-0.029	0
Si	-0.012	-0.033	4.051	-0.02	-0.014	0.005
Si	2.653	2.698	4.111	0.013	0.001	-0.015
Si	0.032	5.444	4.099	-0.005	-0.007	-0.022
Si	2.749	8.177	4.09	-0.012	-0.023	-0.004
Si	-0.003	10.892	4.008	0.033	0.006	-0.045
Si	2.702	13.616	4.099	-0.01	-0.012	-0.021
Si	5.461	0.031	4.121	0.004	-0.012	-0.012
Si	8.146	2.737	4.085	-0.025	-0.012	-0.028
Si	5.416	5.407	4.125	0.023	-0.004	-0.023
Si	8.203	8.182	4.147	0.008	0.017	-0.019
Si	5.465	10.898	4.093	0.006	-0.002	-0.012
Si	8.128	13.575	4.117	0.022	0.004	-0.002
Si	10.805	-0.003	4.153	-0.018	0.02	-0.004
Si	13.59	2.731	4.119	-0.001	-0.005	-0.029
Si	10.893	5.436	4.058	-0.003	0.01	-0.012
Si	13.57	8.147	4.082	0.019	0.007	0.008
Si	10.931	10.889	4.051	-0.023	0.016	-0.02
Si	13.656	13.573	4.038	-0.004	0.015	-0.021
Si	1.363	14.944	16.319	-0.003	0.005	0.007
Si	4.061	1.373	16.263	-0.001	-0.008	0.006
Si	1.351	4.086	16.318	0.003	0.006	0.003
Si	4.047	6.787	16.298	0	-0.004	0.008
Si	1.345	9.515	16.326	-0.002	-0.009	0.006
Si	4.087	12.236	16.353	-0.004	-0.015	0.012
Si	6.822	-1.332	16.256	0.015	-0.006	-0.006
Si	9.494	1.354	16.303	-0.018	-0.007	-0.006
Si	6.789	4.072	16.283	0.013	-0.014	-0.003
Si	9.528	6.829	16.323	-0.001	0.002	0.004
Si	6.806	9.545	16.329	0.01	0.014	0.012
Si	9.55	12.223	16.285	-0.004	0	-0.007
Si	12.244	14.94	16.302	-0.005	0.004	-0.002
Si	-1.359	1.353	16.311	-0.001	0.004	0.005
Si	12.259	4.108	16.294	0.005	0.005	-0.005
Si	-1.365	6.805	16.346	0.001	-0.011	0.007
Si	12.243	9.513	16.347	-0.002	0.026	0.004
Si	-1.36	12.232	16.333	-0.007	-0.011	0.006
Si	2.708	0.033	17.634	0.023	-0.01	0.023
Si	5.443	2.684	17.628	-0.007	0.003	0.003
Si	2.718	5.422	17.694	-0.014	0.034	0.031
Si	5.372	8.193	17.623	0.012	0.002	-0.029
Si	2.691	10.864	17.704	0.013	-0.002	0.004
Si	5.503	13.642	17.621	0	0.022	0.027
Si	8.139	-0.008	17.689	0.007	0.011	0.024
Si	10.875	2.742	17.588	0.008	0.024	0.014
Si	8.119	5.472	17.619	-0.011	-0.014	0.017
Si	10.895	8.156	17.732	-0.008	-0.03	0.04
Si	8.24	10.865	17.674	-0.019	-0.026	0.008
Si	10.866	13.597	17.658	0.015	-0.026	0.004
Si	13.637	-0.058	17.651	-0.01	-0.024	0.007
Si	-0.024	2.738	17.67	0.007	-0.031	0.02
Si	13.578	5.463	17.715	-0.015	0.021	-0.01
Si	0.014	8.146	17.707	0.004	0.001	0.039
Si	13.6	10.88	17.704	0.014	-0.012	0.027
Si	0.012	13.58	17.695	-0.013	0.02	0.002
Si	1.312	1.352	19.014	-0.013	-0.011	-0.008
Si	4.099	4.014	18.996	-0.001	-0.009	-0.022
Si	1.381	6.789	19.09	0.008	-0.009	-0.027
Si	4.027	9.485	19.062	-0.014	-0.023	-0.005
Si	1.355	12.229	19.081	-0.014	0.014	0
Si	4.149	-1.278	18.941	0.029	0.026	-0.02
Si	6.758	1.345	19.049	-0.015	-0.011	-0.007
Si	9.525	4.131	18.923	0.007	-0.009	-0.035
Si	6.701	6.828	18.943	0.025	-0.025	-0.013
Si	9.551	9.502	19.118	-0.011	0.035	-0.011
Si	6.923	12.313	18.95	0.031	0.04	-0.036
Si	9.505	-1.386	19.037	-0.02	-0.01	-0.035
Si	12.221	1.326	18.883	-0.009	0.003	-0.065
Si	-1.367	4.109	19.046	0.029	-0.003	0.021
Si	12.229	6.791	19.141	0	0.005	0.001
Si	-1.365	9.496	19.063	-0.006	0.003	-0.026
Si	12.24	12.285	19.033	0.006	-0.011	-0.027
Si	-1.32	-1.389	19.083	0	-0.004	-0.028
Si	0.012	0.005	20.462	0.006	0.012	0.035
Si	2.718	2.664	20.34	0.007	0.01	0.048
Si	0	5.423	20.461	0.026	0.018	0.063
Si	2.729	8.127	20.545	-0.004	-0.01	0.045
Si	-0.023	10.859	20.451	-0.013	-0.013	0.026
Si	2.795	13.686	20.246	-0.019	0.014	0.017
Si	5.416	0.016	20.489	-0.034	-0.007	0.043
Si	8.168	2.771	20.242	-0.018	-0.012	0.058
Si	5.404	5.443	20.32	-0.007	0.022	0.052
Si	8.016	8.134	20.355	-0.024	0.081	-0.027
Si	5.457	10.974	20.151	-0.031	-0.002	0.013
Si	8.203	13.628	20.499	-0.017	-0.01	0.072
Si	10.877	0.008	20.284	-0.017	0.016	0.076
Si	13.558	2.662	20.24	0.02	-0.002	0.04
Si	10.784	5.435	20.439	-0.002	0.035	0.077
Si	13.634	8.136	20.504	0.037	-0.022	0.064
Si	10.967	10.924	20.446	-0.044	-0.032	0.005
Si	13.594	13.598	20.442	0.002	0.008	0.042
Si	1.68	-1.172	21.661	-0.184	0.079	-0.731
Si	3.767	1.146	21.791	0.271	0.055	-0.753
Si	1.588	4.185	21.683	-0.233	-0.084	-0.77
Si	3.83	6.406	21.787	0.166	0.311	-0.745
Si	1.095	9.293	21.811	0.206	0.1	-0.771
Si	4.371	12.515	21.478	0.031	0.044	-0.734
Si	6.547	-1.616	21.782	0.17	0.237	-0.756
Si	9.635	1.526	21.545	-0.183	-0.155	-0.754
Si	7.036	4.334	21.547	0.001	-0.03	-0.753
Si	9.116	6.607	21.71	0.218	0.029	-0.667
Si	6.958	9.901	21.52	-0.303	-0.447	-0.564
Si	9.353	11.989	21.808	0.406	0.522	-0.461
Si	12.469	-1.029	21.641	-0.092	-0.217	-0.739
Si	-1.629	1.205	21.674	0.247	0.08	-0.778
Si	11.895	3.649	21.515	0.082	0.254	-0.859
Si	-1.079	7.009	21.84	-0.17	-0.17	-0.744
Si	12.497	9.757	21.77	-0.107	-0.11	-0.733
Si	-1.626	11.977	21.768	0.105	0.092	-0.809
Si	11.096	4.584	27.884	-0.029	-0.023	0.04
Si	7.241	11.203	26.816	-0.007	0.067	-0.053
Si	3.141	10.516	23.639	-0.098	0.008	-0.027
Si	6.181	11.545	29.458	-0.027	-0.035	-0.048
Si	5.609	2.559	23.791	-0.095	-0.084	-0.151
Si	6.764	2.324	31.374	-0.015	0.042	0.14
Si	6.885	1.996	28.355	-0.033	-0.218	0.07
Si	11.44	10.046	30.489	-0.006	-0.049	0.004
Si	4.458	0.138	31.555	0.11	-0.095	0.054
Si	-3.264	2.673	28.925	0.031	0.05	0.07
Si	-1.508	-1.258	25.843	-0.031	-0.098	0.033
Si	-0.257	1.884	29.089	-0.114	-0.029	-0.042
Si	-1.362	-0.09	31.09	-0.042	-0.063	0.182
Si	10.377	7.15	26.564	-0.079	-0.142	-0.056
Si	6.464	4.098	26.119	0.098	-0.014	-0.116
Si	-1.702	5.563	24.633	-0.045	0.044	-0.133
Si	12.356	-0.288	29.36	0.196	0.058	0.12
Si	0.457	0.95	26.339	0.004	-0.083	0.025
Si	12.163	-1.69	24.572	-0.023	-0.064	-0.082
Si	11.96	5.068	23.982	-0.135	-0.043	0.119
Si	5.141	9.149	30.877	0.082	0.018	0.003
Si	8.391	8.691	28.117	-0.134	-0.087	0.1
Si	7.358	7.157	30.405	0.135	-0.079	0.088
Si	-0.6	10.102	27.749	-0.077	-0.057	-0.062
Si	0.202	13.416	23.884	-0.009	-0.043	-0.173
Si	9.075	11.948	30.739	0.095	-0.052	0.128
Si	-2.242	6.232	30.881	0.075	-0.107	-0.008
Si	-2.994	12.422	30.522	0.085	-0.006	0.075
Si	0.202	4.526	30.496	-0.077	0.087	0.06
Si	6.296	6.671	27.802	0.029	-0.191	0.144
Si	8.245	-0.153	26.855	-0.13	0.078	-0.035
Si	9.351	4.664	25.648	0.014	0.024	-0.071
Si	-2.773	8.543	29.061	-0.081	-0.014	-0.106
Si	4.664	7.87	24.362	-0.029	-0.006	0.009
Si	-2.061	12.503	27.624	-0.06	0.067	-0.08
Si	9.272	11.252	24.847	-0.116	0.017	-0.22
Si	2.125	8.292	31.374	0.036	-0.011	0.185
Si	5.436	-0.493	27.587	0.025	0.038	-0.039
Si	2.806	-0.963	26.504	0.042	-0.013	0.072
Si	3.513	12.287	30.536	-0.027	0.013	0.029
Si	11.647	4.501	30.682	-0.062	-0.114	0.031
Si	11.026	7.808	23.674	-0.102	0.013	-0.076
Si	-0.167	2.893	23.929	-0.021	-0.041	-0.202
Si	2.313	12.393	25.733	0.005	0.143	-0.034
Si	3.572	7.852	27.293	0.014	0.061	-0.027
Si	11.674	12.204	26.169	0.031	-0.006	-0.04
Si	2.317	10.6	28.21	0.001	-0.016	-0.154
Si	3.394	-1.384	29.291	0.052	-0.043	-0.102
Si	-1.17	7.47	27.02	-0.096	0.045	-0.055
Si	6.937	9.512	24.536	0.133	0.032	-0.057
Si	10.922	-2.1	30.873	-0.032	-0.008	0.174
Si	1.213	6.767	28.894	0.097	-0.02	-0.032
Si	7.806	0.3	23.855	-0.047	-0.041	-0.184
Si	10.842	-1.536	27.082	0.041	0.08	-0.049
Si	1.351	14.969	5.452	-0.002	0.003	-0.001
Si	4.069	1.375	5.458	0.022	0.016	-0.005
Si	1.334	4.066	5.48	-0.017	-0.01	0.008
Si	4.083	6.806	5.463	-0.005	-0.006	-0.013
Si	1.353	9.539	5.404	-0.004	0.014	0.004
Si	4.072	12.243	5.439	-0.01	-0.005	-0.005
Si	6.786	14.956	5.473	-0.002	0.001	-0.011
Si	9.476	1.377	5.485	-0.008	-0.005	-0.004
Si	6.792	4.07	5.47	-0.002	0.008	0.012
Si	9.55	6.789	5.459	-0.004	-0.011	0.001
Si	6.819	9.544	5.466	0.014	0.016	0.005
Si	9.548	12.232	5.428	-0.002	-0.026	-0.004
Si	12.252	14.935	5.403	-0.005	-0.012	-0.014
Si	14.951	1.333	5.429	0.016	0.004	-0.006
Si	12.244	4.104	5.457	-0.003	0.006	-0.002
Si	14.964	6.805	5.43	-0.003	-0.004	-0.005
Si	12.239	9.519	5.446	-0.004	-0.01	0
Si	14.987	12.23	5.425	0.01	-0.008	-0.011
Si	2.715	0.005	6.81	-0.009	-0.007	0
Si	5.431	2.719	6.827	0.008	-0.004	0.002
Si	2.714	5.44	6.811	0.01	-0.006	-0.004
Si	5.449	8.171	6.809	0	-0.004	-0.005
Si	2.713	10.879	6.789	-0.002	0.013	-0.003
Si	5.422	13.597	6.816	0.005	0.006	-0.003
Si	8.142	-0.004	6.834	-0.002	0.011	0.006
Si	10.873	2.736	6.807	-0.015	0.005	-0.005
Si	8.164	5.442	6.808	-0.004	-0.001	-0.004
Si	10.893	8.157	6.816	0.002	0.007	0
Si	8.185	10.892	6.812	0.005	-0.005	0.001
Si	10.899	13.595	6.79	-0.002	-0.01	-0.004
Si	13.59	-0.02	6.787	0.009	0.008	-0.008
Si	-0.025	2.697	6.812	-0.002	0.014	0.007
Si	13.609	5.454	6.809	-0.001	-0.013	0.004
Si	0.001	8.175	6.781	-0.006	0.007	-0.007
Si	13.616	10.879	6.788	-0.007	-0.009	0.005
Si	0.001	13.596	6.801	0.007	0.007	0.006
Si	1.352	1.357	8.169	0.003	0.008	0.002
Si	4.076	4.089	8.174	0.018	0.005	0.008
Si	1.352	6.81	8.153	-0.003	-0.007	-0.004
Si	4.075	9.525	8.156	-0.008	-0.004	-0.003
Si	1.364	12.24	8.158	0.002	-0.005	0.003
Si	4.068	14.959	8.171	0.004	0	0.001
Si	6.785	1.356	8.185	-0.021	-0.014	0.005
Si	9.518	4.086	8.174	0.005	0.006	0.005
Si	6.806	6.808	8.165	0.005	0.003	0.003
Si	9.527	9.517	8.169	-0.009	-0.002	0.001
Si	6.806	12.245	8.161	0.005	-0.001	-0.003
Si	9.533	14.955	8.157	0.005	0.02	-0.008
Si	12.237	1.357	8.147	-0.002	-0.004	-0.004
Si	14.95	4.075	8.165	-0.012	-0.015	0.001
Si	12.252	6.805	8.173	0.005	0.012	0.002
Si	14.967	9.523	8.156	0.009	0.001	0.01
Si	12.252	12.233	8.153	-0.01	0.005	-0.002
Si	14.956	14.953	8.154	-0.006	-0.007	0.002
Si	-0.008	-0.007	9.52	0.002	-0.003	0.001
Si	2.712	2.723	9.522	-0.005	-0.004	0
Si	-0.005	5.443	9.513	-0.004	-0.005	-0.003
Si	2.716	8.166	9.516	0.007	0.004	-0.002
Si	0.006	10.88	9.518	0.003	0.008	-0.004
Si	2.714	13.596	9.527	-0.003	-0.002	0.001
Si	5.428	-0.006	9.533	0.008	0.01	0.004
Si	8.157	2.723	9.527	0.001	-0.004	-0.003
Si	5.44	5.452	9.524	-0.001	-0.001	-0.002
Si	8.164	8.163	9.528	-0.003	0.005	0.002
Si	5.441	10.881	9.515	0	-0.001	0.001
Si	8.167	13.602	9.518	-0.004	-0.003	0.002
Si	10.885	0.001	9.517	-0.002	-0.006	0.003
Si	13.59	2.716	9.519	0.002	0.01	0
Si	10.883	5.445	9.526	-0.004	-0.002	-0.004
Si	13.609	8.166	9.522	-0.011	-0.01	-0.001
Si	10.889	10.88	9.517	0.007	-0.012	0.002
Si	13.605	13.594	9.518	0.003	0.012	0.006
Si	1.351	14.955	10.882	0	-0.002	0.006
Si	4.068	1.359	10.881	0.006	-0.007	0
Si	1.353	4.085	10.875	0.011	0.001	-0.001
Si	4.076	6.812	10.88	-0.002	-0.005	0.005
Si	1.361	9.521	10.883	-0.005	-0.001	-0.002
Si	4.08	12.236	10.879	0.005	0.008	0
Si	6.803	14.958	10.878	-0.005	0.006	-0.004
Si	9.523	1.361	10.877	0	0.004	0.001
Si	6.799	4.091	10.88	-0.003	0.003	-0.001
Si	9.524	6.804	10.886	0.004	-0.005	0.004
Si	6.798	9.523	10.881	0.001	-0.007	0.004
Si	9.525	12.239	10.874	-0.007	0.005	-0.006
Si	12.247	14.959	10.874	-0.001	-0.001	0
Si	14.953	1.357	10.878	-0.002	0.004	-0.002
Si	12.239	4.081	10.883	-0.01	-0.013	-0.001
Si	14.959	6.8	10.88	-0.001	0.009	-0.001
Si	12.246	9.522	10.877	0.005	0.008	0.002
Si	14.968	12.239	10.878	-0.002	-0.014	0.002
Si	2.712	-0.005	12.239	-0.005	0.007	0.004
Si	5.43	2.729	12.223	0.004	-0.001	-0.006
Si	2.706	5.453	12.23	0.008	-0.007	0
Si	5.439	8.166	12.245	-0.002	0.012	0.002
Si	2.723	10.878	12.245	0.001	0	-0.004
Si	5.441	13.598	12.233	0.006	-0.012	-0.002
Si	8.165	-0.002	12.232	-0.007	0	0.004
Si	10.879	2.723	12.24	0	0.004	0
Si	8.16	5.447	12.244	-0.003	-0.004	0.003
Si	10.885	8.166	12.239	-0.004	0.001	-0.003
Si	8.162	10.884	12.236	-0.001	-0.005	0.001
Si	10.891	13.594	12.23	0.001	0.008	0.005
Si	13.599	-0.002	12.244	-0.002	-0.005	0.005
Si	-0.004	2.72	12.231	-0.006	0.006	-0.002
Si	13.6	5.443	12.242	0.001	-0.004	-0.002
Si	-0.007	8.163	12.238	0.002	-0.013	0.001
Si	13.611	10.875	12.232	-0.007	0.004	-0.004
Si	0.001	13.596	12.248	0.005	0.003	0
Si	1.353	1.359	13.591	0.004	-0.004	-0.003
Si	4.068	4.092	13.576	-0.007	0.011	-0.006
Si	1.342	6.802	13.598	-0.001	0.011	-0.001
Si	4.081	9.522	13.612	0.003	-0.002	0.005
Si	1.361	12.234	13.608	0.007	-0.009	0.004
Si	4.073	14.948	13.592	0.016	-0.004	-0.003
Si	6.793	1.367	13.568	0	0.01	-0.01
Si	9.524	4.087	13.599	0.001	-0.011	0.002
Si	6.801	6.809	13.605	0.012	-0.019	0.008
Si	9.522	9.525	13.594	-0.001	0.005	0.003
Si	6.8	12.244	13.595	-0.017	0.011	-0.002
Si	9.535	14.956	13.584	0	-0.004	-0.003
Si	12.236	1.362	13.6	-0.01	0.011	0.002
Si	-1.357	4.08	13.595	0.007	-0.01	-0.002
Si	12.247	6.813	13.601	-0.012	-0.001	0.002
Si	-1.362	9.519	13.605	-0.01	0.01	-0.006
Si	12.253	12.229	13.585	0.021	-0.017	-0.012
Si	-1.361	14.956	13.604	-0.007	0.005	0.007
Si	0.007	-0.006	14.958	-0.001	0.006	0.006
Si	2.703	2.743	14.931	0.013	-0.001	-0.001
Si	-0.015	5.445	14.968	-0.001	0.002	0.001
Si	2.699	8.162	14.953	-0.004	-0.012	-0.002
Si	-0.005	10.877	14.965	0.002	0	-0.007
Si	2.728	13.584	14.97	-0.004	0.01	0
Si	5.434	0.011	14.92	-0.005	0.008	-0.002
Si	8.151	2.715	14.931	-0.009	0.004	0.001
Si	5.424	5.44	14.942	-0.01	-0.003	-0.001
Si	8.161	8.178	14.963	-0.009	0.012	-0.001
Si	5.442	10.894	14.967	0.021	-0.003	0.003
Si	8.181	13.596	14.938	0.007	-0.009	0
Si	10.878	-0.004	14.958	0.012	0.002	0.007
Si	13.606	2.721	14.95	-0.006	0.003	0
Si	10.879	5.462	14.955	0.011	-0.009	0.004
Si	13.604	8.164	14.977	0.007	-0.002	0.004
Si	10.908	10.863	14.946	-0.021	0.015	-0.009
Si	13.604	13.58	14.953	-0.013	-0.007	0
O	6.968	6.111	29.198	0.151	-0.609	-0.195
O	13.605	10.857	22.291	0.216	-0.214	0.438
O	9.765	-0.032	33.074	0.024	0.035	-0.24
O	5.358	3.442	25.128	-0.444	0.246	0.304
O	1.062	3.402	23.011	0.074	-0.337	0.059
O	2.85	13.921	25.755	0.29	0.117	-0.081
O	12.908	11.742	27.102	-0.056	-0.699	-0.088
O	5.438	13.556	22.184	0.107	0.007	0.615
O	10.613	4.611	29.439	-0.754	0.277	0.061
O	4.05	9.204	23.698	-0.086	-0.123	-0.406
O	4.266	1.919	23.15	-0.405	0.245	0.622
O	8.29	10.804	21.582	-0.001	-0.138	0.005
O	9.567	7.504	23.017	-0.426	0.228	0.158
O	4.506	6.725	23.24	0.199	-0.208	0.361
O	-1.827	6.243	32.436	0.621	-0.125	0.098
O	10.751	13.173	27.083	-0.213	-0.304	0.374
O	2.422	6.99	32.276	-0.181	-0.364	-0.16
O	-0.472	-1.077	32.037	-0.283	-0.379	-0.237
O	7.097	13.525	33	0.081	0.028	-0.354
O	-3.611	8.044	33.133	0.137	-0.001	-0.237
O	5.212	-1.205	32.07	-0.087	-0.096	-0.598
O	0.393	4.591	32.093	-0.086	0.397	-0.021
O	11.763	-1.539	23.024	-0.557	-0.268	-0.074
O	0.017	8.151	22.284	0.049	-0.117	0.497
O	5.516	9.996	32.214	-0.012	0.807	-0.055
O	0.667	1.639	27.789	0.546	0.096	-0.082
O	2.702	-0.023	22.257	-0.035	-0.067	0.494
O	3.399	0.61	32.642	-0.081	-0.101	0.007
O	13.094	5.248	25.108	-0.104	-0.021	0.48
O	10.774	2.58	22.035	-0.112	0.116	0.366
O	12.441	3.679	27.81	0.272	0.025	-0.653
O	8.08	5.428	22.206	0.146	-0.206	0.395
O	-2.787	-0.927	24.93	0.032	0.436	-0.374
O	2.376	-1.127	28.068	-0.709	0.119	0.086
O	-2.025	12.593	29.244	0.243	-0.023	0.216
O	10.166	10.954	30.043	0.103	0.129	-0.526
O	1.191	14.171	22.862	0.201	-0.079	0.261
O	6.464	9.981	23.066	-0.259	0.419	0.172
O	11.346	6.093	27.335	0.521	0.139	0.256
O	7.213	2.524	29.842	0.472	0.374	-0.022
O	8.561	9.779	24.618	0.444	-0.305	0.151
O	-1.633	6.334	23.211	-0.058	0.107	0.19
O	10.501	4.57	24.493	-0.188	-0.39	-0.426
O	-2.649	7.639	27.702	-0.368	-0.16	-0.307
O	-1.709	2.436	28.626	-0.069	-0.081	-0.178
O	-1.782	9.807	28.823	-0.035	0.204	0.352
O	2.174	11.892	27.251	-0.038	0.118	0.318
O	12.057	13.334	30.165	-0.16	0.023	-0.67
O	-1.266	5.152	30.174	-0.284	-0.07	-0.402
O	8.039	1.769	32.193	0.322	0.216	-0.168
O	6.31	10.387	25.758	-0.431	-0.016	0.242
O	-2.294	12.794	31.935	0.284	0.329	-0.054
O	4.302	-0.325	26.429	0.158	0.453	-0.414
O	4.861	7.344	28.126	0.085	0.103	0.422
O	6.619	1.353	24.123	-0.215	-0.292	0.303
O	8.254	8.34	29.703	0.568	0.57	0.158
O	10.951	9.365	31.869	-0.646	-0.006	-0.189
O	-0.92	4.177	24.518	0.053	0.078	0.428
O	9.849	8.254	27.593	0.584	0.51	0.294
O	5.928	7.745	30.896	-0.327	-0.243	0.46
O	13.59	0.073	22.101	-0.072	-0.16	0.512
O	1.669	10.011	23.165	-0.212	0.002	0.424
O	11.865	6.502	23.228	0.457	0.035	-0.335
O	7.627	11.738	30.112	0.034	-0.171	0.25
O	6.26	8.043	24.66	0.381	-0.578	0.046
O	-0.21	6.894	28.17	-0.207	-0.378	0.186
O	2.902	11.133	29.604	0.112	-0.266	0.16
O	12.749	10.941	30.793	0.258	-0.296	0.358
O	1.714	0.034	25.885	0.131	-0.054	-0.633
O	7.268	7.862	27.307	-0.054	0.253	-0.365
O	12.706	3.307	30.377	0.214	-0.469	0.583
O	1.306	5.347	29.652	0.517	-0.233	-0.05
O	11.301	-2.07	32.437	0.166	-0.302	-0.046
O	5.658	10.005	29.597	-0.151	-0.486	-0.325
O	3.554	8.898	30.93	-0.062	0.133	-0.365
O	10.714	11.047	25.57	0.158	-0.459	0.246
O	6.855	-0.975	27.009	0.098	-0.511	-0.277
O	1.534	-2.623	32.987	-0.053	0.055	-0.058
O	6.198	3.667	32.089	0.286	0.182	-0.346
O	3.845	7.587	25.721	-0.194	-0.289	-0.153
O	8.159	6.57	31.703	0.004	-0.216	-0.364
O	-2.612	-0.684	30.205	0.165	-0.48	0.03
O	-0.829	11.575	27.145	0.391	0.157	-0.272
O	12.544	2.641	33.135	0.114	-0.005	-0.21
O	12.014	8.987	29.387	-0.334	-0.232	-0.341
O	8.925	0.9	22.864	0.175	0.03	0.294
O	0.978	12.367	24.824	-0.152	-0.593	-0.017
O	7.147	8.305	33.299	0.109	0.22	-0.111
O	-1.995	1.034	32.074	-0.157	0.136	-0.436
O	10.867	4.297	32.08	-0.449	0.183	-0.139
O	1.344	7.886	30.041	-0.206	0.597	-0.061
O	8.134	1.259	27.637	0.554	0.286	-0.044
O	3.236	9.411	27.598	0.356	0.036	-0.011
O	-0.371	0.548	29.989	0.526	-0.37	-0.208
O	8.971	11.691	32.346	0.427	-0.259	0.043
O	6.292	11.967	27.881	-0.497	0.591	-0.312
O	12.29	13.049	24.92	0.42	-0.292	-0.475
O	2.685	5.3	22.161	-0.113	0.108	0.348
O	9.502	12.076	23.454	0.082	0.498	0.179
O	12.518	5.854	30.731	-0.402	0.498	0.012
O	-0.912	0.086	26.5	-0.281	0.223	0.22
O	0.347	2.058	25.189	0.324	0.109	0.038
O	1.153	9.281	32.209	0.151	-0.034	-0.214
O	9.51	13.508	30.559	-0.241	0.274	-0.232
O	3.626	11.613	22.581	-0.071	-0.107	0.031
O	9.153	6.237	25.99	-0.589	0.294	-0.161
O	8.5	0.011	25.273	0.597	-0.08	-0.066
O	-0.978	12.66	23.093	-0.323	-0.142	0.226
O	-1.078	6.508	25.76	0.507	-0.051	0.059
O	11.05	7.88	25.287	0.481	0.332	0.18
O	12.12	-1.111	27.981	0.432	-0.058	-0.362
O	5.662	0.925	28.35	-0.446	0.111	0.305
O	3.223	11.935	32.079	0.307	-0.562	-0.179
O	12.329	1.244	28.903	-0.234	-0.001	-0.172
O	2.857	13.704	30.157	-0.385	-0.028	0.002
O	3.25	11.27	25.055	0.613	-0.065	0.462
O	-0.667	8.96	26.595	0.324	0.129	-0.635
O	-1.859	13.96	26.97	-0.201	-0.012	0.458
O	8.17	10.236	27.739	0.245	0.074	0.326
O	9.447	-0.934	27.58	-0.064	0.061	0.736
O	6.275	3.552	22.728	-0.32	0.296	0.144
O	-1.124	1.949	23.028	-0.137	-0.063	0.275
O	0.376	3.005	30.038	0.451	-0.32	0.261
O	4.367	5.367	32.977	-0.084	0.064	-0.24
O	11.053	-0.604	30.282	-0.518	0.34	0.249
O	11.048	-1.057	25.547	-0.43	0.319	-0.311
O	7.178	-1.033	23.175	-0.13	-0.369	0.312
O	4.864	-1.608	28.616	0.329	-0.391	0.259
O	1.739	2.641	33.094	0.192	-0.021	-0.471
O	-2.122	7.722	30.292	0.284	0.225	0.35
O	-0.377	-1.776	24.844	0.421	0.28	-0.172
O	2.341	6.926	27.761	0.037	-0.487	-0.156
O	0.832	10.038	28.464	0.12	-0.144	0.483
O	8.259	12.057	25.859	0.182	0.809	0.119
O	9.939	3.92	26.966	-0.165	-0.68	0.44
O	5.572	1.258	31.37	-0.166	0.007	-0.35
O	5.1	12.424	30.261	0.221	0.352	0.216
O	12.611	4.06	22.917	0.578	0.016	0.048
O	7.898	4.049	25.323	0.17	-0.338	-0.202
O	-0.931	10.801	32.924	-0.012	0.165	-0.506
O	6.119	5.596	26.612	-0.192	0.228	-0.229
O	3.567	-0.099	30.24	-0.514	0.454	-0.332
O	6.497	3.272	27.484	-0.308	0.227	0.397
O	11.71	9.14	23.074	0.021	0.316	0.414

Results
total energy: -101653.023 eV
total energy less fixed offsets of O -438.35, Si -107.03 eV per atom: 0.177 eV
